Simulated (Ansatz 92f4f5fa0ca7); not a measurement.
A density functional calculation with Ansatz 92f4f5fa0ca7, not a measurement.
Periodic cell of 252 atoms, Si132O88H32, with a vacuum gap, from a study of silicon, its oxide and their interface. The atomic structure is a simulated model.

Settings
functional: r2SCAN
potential files: Ansatz norm-conserving
basis: plane waves
wave-function cutoff: 1300 eV
density cutoff ratio: 4
exchange-correlation grid ratio: 1
k mesh: 1 x 1 x 1, shifted by 0.5 0.5 0 of a step
self-consistency stop: 1e-11 eV per atom in the density residual
occupations: fixed
spin: none
net charge: 0
applied field: sawtooth along c, amplitude +0.015 V/angstrom in the program's sign convention, ramp centred at 0.9888 of c and 0.0224 of c wide, no dipole correction

Cell vectors (angstrom)
a	10.88	0	0
b	0	10.88	0
c	0	0	44.5642

Atoms and the computed forces on them: element, x, y, z (angstrom), force x, y, z (eV/angstrom)
Si	0.1725	-0.9582	30.6143	-0.0047	0.0033	0.0195
Si	2.7419	2.4126	30.9804	-0.0045	0.0155	0.0089
Si	1.0275	3.2153	29.6435	0.0098	-0.0016	-0.0027
Si	2.0833	7.6431	30.8699	-0.0027	-0.0018	0.0112
Si	4.6574	0.081	30.7172	-0.0012	-0.0016	0.0152
Si	8.4644	4.1428	31.4656	-0.0081	0.0074	0.0061
Si	4.7961	6.2249	30.2883	-0.004	-0.0086	0.0207
Si	7.8989	8.1057	30.7853	0.0002	0.0002	0.0206
Si	1.5485	1.2148	32.5227	-0.0012	0.0022	-0.0132
Si	3.9378	3.9906	32.1536	-0.0108	-0.0121	-0.0073
Si	0.9137	6.2138	32.2464	0.0149	0.0178	-0.0003
Si	3.8749	9.6385	32.4871	-0.0058	0.0111	-0.014
Si	6.9039	1.5221	32.3209	-0.0069	0.0077	0.0052
Si	10.767	4.1364	31.593	-0.006	-0.0147	0.001
Si	6.3394	6.9505	32.0288	0.0114	-0.0082	-0.0096
Si	9.361	9.3506	32.0979	0.0086	0.0008	-0.0157
Si	0.1227	2.729	33.5104	0.0126	0.0169	0.0128
Si	2.7348	-0.0001	34.0162	-0.0128	-0.002	0.0024
Si	-0.1777	7.953	33.4873	-0.0031	0.0108	0.0046
Si	2.6953	5.4084	33.5654	-0.0104	-0.0057	0.003
Si	5.3515	2.7271	33.6007	-0.0102	-0.0137	0.0048
Si	8.2522	0.0267	33.5061	-0.0036	-0.0118	0.011
Si	5.3938	8.3239	33.6196	0.0011	-0.001	0.0112
Si	7.7511	5.4711	33.3195	0.0153	0.0039	-0.0081
Si	1.4405	4.0136	34.9715	-0.0003	-0.0047	0.018
Si	4.1439	1.4091	35.1302	0.0087	0.0216	0.0182
Si	1.211	9.3625	34.9326	0.0404	0.0087	0.0063
Si	4.0333	6.8507	34.8865	-0.0175	-0.0066	0.0231
Si	6.6894	4.1037	34.9091	0.0047	-0.0045	0.0322
Si	9.5371	1.4332	34.8546	-0.011	-0.0196	0.0364
Si	6.8749	9.5837	34.9158	-0.0255	-0.0219	0.0273
Si	9.321	6.6605	34.8085	-0.0009	0.0084	0.0272
Si	-0.0448	-0.0038	36.2281	0.0021	-0.0314	0.188
Si	2.7337	2.7199	36.4191	-0.0083	0.0057	0.1921
Si	-0.0518	5.3823	36.1992	-0.0209	0.056	0.1717
Si	2.6546	8.1057	36.2948	-0.0371	0.0317	0.1802
Si	5.523	-0.0019	36.3538	0.0136	-0.0155	0.1751
Si	8.1317	2.7427	36.2262	-0.0222	0.0303	0.1829
Si	5.3769	5.476	36.2689	-0.0017	0.0066	0.2097
Si	8.1538	8.134	36.2458	0.0449	-0.0013	0.1541
Si	1.3426	1.283	37.6378	0.1292	0.1113	0.3972
Si	4.0914	4.1112	37.6945	-0.1385	0.1019	0.527
Si	1.3155	6.7347	37.6346	-0.108	0.1195	0.0919
Si	4.0774	9.4835	37.6	-0.0661	0.0699	0.2878
Si	6.8586	1.3803	37.6811	-0.0984	-0.0669	0.3059
Si	9.5237	4.0394	37.6076	-0.0448	0.084	0.2392
Si	6.7817	6.8118	37.5987	-0.0926	0.0609	0.3945
Si	9.5144	9.5205	37.6196	-0.1152	-0.0898	0.121
Si	-0.0051	2.662	6.9219	0.1602	0.0008	-0.2295
Si	2.7247	-0.062	6.9101	0.0741	0.0428	-0.3954
Si	0.0276	8.1799	6.9166	-0.0089	-0.0995	-0.222
Si	2.7115	5.4178	6.9813	0.2644	-0.1784	-0.2564
Si	5.4797	2.7472	6.9537	-0.0536	-0.0723	-0.3211
Si	8.1944	-0.0085	6.978	-0.0681	-0.0431	-0.1678
Si	5.4461	8.1506	6.915	0.1305	-0.0584	-0.3185
Si	8.1897	5.4682	6.8634	0.0091	0.0175	-0.3434
Si	1.3735	3.9924	8.2898	-0.0079	-0.0199	-0.1635
Si	4.0916	1.3093	8.2104	0.016	-0.0096	-0.1811
Si	1.425	9.4639	8.3334	-0.0232	0.033	-0.1889
Si	4.1237	6.7938	8.2895	0.041	-0.0595	-0.1947
Si	6.8509	4.1573	8.2589	-0.0186	0.0067	-0.2152
Si	9.5538	1.3443	8.3572	-0.0302	0.0172	-0.1704
Si	6.8215	9.4823	8.2904	0.0346	-0.0475	-0.1561
Si	9.5436	6.8205	8.2411	0.0392	-0.0129	-0.1773
Si	0.0753	-0.0392	9.6917	-0.0056	-0.0144	-0.0301
Si	2.7798	2.6206	9.6242	0.0045	0.003	-0.0199
Si	0.0351	5.4414	9.5573	-0.004	0.0005	-0.019
Si	2.8034	8.0821	9.7029	-0.0022	0.0098	-0.036
Si	5.4121	-0.051	9.5802	-0.0062	0.0149	-0.0093
Si	8.1869	2.8277	9.622	0.0081	-0.0006	-0.0301
Si	5.5407	5.5117	9.6725	0.0122	0.0094	-0.0274
Si	8.1959	8.1243	9.667	-0.0032	0.0057	-0.0261
Si	1.4536	1.2969	11.0681	0.0016	0.014	-0.0144
Si	4.2067	4.0174	10.8549	-0.0064	-0.0029	-0.0097
Si	1.5453	6.5325	10.9731	-0.0265	0.0064	0.0105
Si	4.191	9.4317	11.0476	0.0131	0.0178	-0.0083
Si	6.7037	1.4496	10.8015	0.0061	-0.0178	0.0037
Si	9.5611	4.2273	10.9838	0.0114	0.0051	0.0043
Si	6.9195	6.8035	11.1658	0.0116	-0.01	-0.0062
Si	9.5362	9.4997	11.0128	-0.0135	-0.0137	0.0029
Si	0.1034	2.8715	12.1946	-0.0146	-0.001	0.0182
Si	2.7609	-0.1956	12.3965	-0.0012	-0.0081	-0.0008
Si	0.542	7.5672	12.7514	0.0144	-0.0099	0.0011
Si	2.8233	5.0822	12.3506	0.005	-0.0077	0.0048
Si	5.5589	2.8363	12.3068	0.0048	0.0106	0.008
Si	8.171	0.2089	12.0126	-0.0023	0.0078	0.015
Si	5.7147	8.2987	12.5256	-0.0011	0.0024	0.0101
Si	8.34	5.5201	12.5846	-0.0023	-0.0098	0.0168
Si	1.3179	4.0115	13.8237	-0.0026	0.0017	-0.0047
Si	4.1377	0.8049	13.9531	0.0082	0.0024	0.0077
Si	1.9452	9.0234	13.8742	-0.0059	-0.0098	0.0081
Si	4.4094	7.2141	14.1573	0.0082	0	0.0046
Si	7.2125	3.7924	13.6379	0.0007	0.0138	-0.0042
Si	9.3871	1.6779	13.2959	0.0012	-0.0053	-0.0034
Si	6.822	10.1002	13.5624	0.008	0.0007	-0.0024
Si	11.3088	6.03	14.6792	0.0014	0.0076	0.0106
Si	6.5279	8.8519	17.7144	-0.0062	0.0038	0.0186
Si	-2.6478	-1.5126	15.2414	-0.015	-0.0023	0.011
Si	1.4355	6.6026	17.679	0.0022	-0.0012	0.0295
Si	2.1364	1.7746	16.0466	0.0026	0.0015	0.0184
Si	-0.4951	-4.9345	23.8065	0.0014	-0.0054	0.0223
Si	5.6244	5.0922	16.1062	0.0004	-0.0058	0.0189
Si	7.2452	-12.1684	23.246	0.0019	-0.0008	0.0208
Si	-0.0611	10.7734	15.5068	-0.0026	0.0032	0.0068
Si	7.8171	-4.6729	17.7524	0.0002	0.0015	0.0225
Si	3.8912	7.8538	18.7979	-0.0006	0.0054	0.0208
Si	5.7978	-2.2554	25.7763	-0.0013	-0.0009	0.0245
Si	10.1371	0.6265	25.9508	-0.0022	0.0071	0.022
Si	3.2419	5.1328	19.3855	-0.005	0.0034	0.0206
Si	10.0587	-0.7529	23.4464	0.0001	0.0038	0.02
Si	5.3646	0.5939	21.6491	-0.0022	-0.0012	0.0207
Si	-0.8553	6.0454	19.6766	0.0021	0.0011	0.0291
Si	-1.7775	6.4705	14.7782	0.0023	-0.0073	0.01
Si	12.6605	10.6708	22.4866	-0.0011	0.0028	0.0247
Si	9.025	7.6474	22.1638	0.0003	0.0042	0.0241
Si	4.2072	13.8766	17.7677	0.0062	-0.0005	0.0194
Si	4.9042	2.5496	23.9307	-0.0012	-0.0018	0.0202
Si	2.4727	4.0304	24.0772	0.0022	0.0012	0.019
Si	-7.1734	-0.5599	20.4414	-0.0023	0.0065	0.0171
Si	1.1639	5.0455	21.6333	-0.0016	-0.0015	0.0285
Si	1.498	6.573	25.7534	-0.0004	-0.0031	0.0201
Si	2.8432	9.3085	24.9304	0.0032	-0.0007	0.0158
Si	5.6371	0.6587	18.8301	-0.0053	-0.0015	0.028
Si	11.4258	4.7623	27.8749	-0.004	-0.0056	0.017
Si	7.9745	12.0793	27.7671	0.005	0.001	0.016
Si	-0.1793	1.405	28.6501	0.0014	0.0004	0.0172
Si	3.0214	1.3642	24.6518	0.0031	0.0022	0.0078
Si	20.7633	-7.3603	25.4251	0.001	-0.001	0.0221
Si	-4.0081	14.2884	26.1175	0.0018	-0.0005	0.021
Si	6.3051	9.8187	28.6607	0.001	-0.0025	0.0219
Si	6.2167	6.0364	27.4181	0.0041	0.0018	0.0207
Si	8.706	5.87	29.0881	-0.0061	-0.004	0.0194
O	-0.3225	-0.0368	29.388	0.0005	0.0053	-0.014
O	1.0702	-0.0151	31.5507	0.0002	-0.0076	-0.0016
O	4.6312	4.6972	30.8171	0.0082	0.0071	-0.0067
O	-0.0181	6.6992	25.1594	-0.0045	0.0008	-0.0111
O	-0.7363	5.4479	28.559	0.0036	0.0017	-0.0044
O	-6.8193	3.9395	23.7417	-0.0002	0.0039	-0.0057
O	1.1037	8.6809	30.0484	-0.0013	0.0034	-0.0067
O	3.349	6.9798	30.0815	0.009	0.0006	-0.0097
O	3.765	1.35	30.2458	0.0014	-0.0079	-0.0023
O	6.2649	2.8743	24.7282	-0.0034	-0.0031	-0.0097
O	5.8026	-3.7867	26.2746	-0.0013	0.0047	-0.0106
O	2.7481	8.5336	32.0437	-0.0028	-0.0093	-0.0014
O	7.7718	6.2255	27.8267	-0.0037	0.0012	-0.0109
O	7.9687	4.7413	30.008	0.002	0.0001	-0.0162
O	8.998	7.1227	30.0683	0.0052	-0.0026	-0.0095
O	7.8379	13.5143	31.5564	0.008	-0.0052	-0.0026
O	3.7824	5.9908	13.3164	0.0025	0.0086	-0.0054
O	-5.3119	0.078	14.2276	-0.0063	-0.0002	-0.004
O	6.6142	10.367	18.2804	0.0047	-0.0049	-0.01
O	-0.5593	0.7717	14.262	0.0021	0.0008	-0.0003
O	3.2456	8.2883	14.5817	0.0007	0.0032	-0.0019
O	2.445	7.8252	18.0498	-0.005	-0.0012	-0.0094
O	1.1624	17.4048	16.0888	-0.0063	-0.0068	-0.0197
O	6.4544	5.3965	17.4639	-0.0028	-0.0019	-0.0079
O	8.3231	2.6515	14.1026	-0.0019	0.0009	-0.0049
O	6.5423	4.3501	15.0117	0.0033	-0.0031	-0.0065
O	8.5205	-4.6501	16.2862	0.0044	-0.0029	-0.0176
O	11.8378	-1.2729	15.0437	0.008	-0.0053	-0.0128
O	3.2829	11.7478	15.3309	0.0016	-0.0054	-0.0136
O	5.4711	12.8443	17.8829	-0.0027	0.0066	-0.0094
O	15.3534	13.1897	13.446	-0.0051	-0.0053	-0.0048
O	8.9201	8.0721	14.5554	0.0044	0.0005	-0.0129
O	-0.625	8.6224	12.2042	-0.0008	0.0107	-0.0043
O	5.0498	6.4848	15.4772	0.0001	0.0065	-0.0114
O	4.4708	4.0675	16.5775	-0.0003	0.0044	-0.0104
O	-3.8531	-1.979	16.1996	0.0055	0.0012	-0.0112
O	-1.4456	10.1271	16.0887	0.0006	0.0008	-0.0041
O	0.8151	11.779	16.4342	-0.0006	0	-0.0041
O	2.7941	2.2994	17.4144	-0.0055	-0.0028	-0.0117
O	1.7591	2.9907	15.0369	-0.0015	0.008	-0.0119
O	3.8901	-2.1532	20.1617	0.0006	-0.0094	-0.0105
O	9.9945	1.9613	25.0416	-0.0001	-0.0003	-0.0093
O	10.1272	-2.2481	22.8496	-0.0016	-0.0047	-0.0076
O	2.1487	5.231	18.1799	-0.0037	0.0017	-0.0133
O	4.421	8.9811	25.0181	-0.0027	0.0014	-0.009
O	10.8367	-5.9857	20.522	-0.005	0.0014	-0.0138
O	4.9854	-2.4651	17.7673	0.0025	0.0003	-0.0097
O	4.29	6.3455	19.217	0.0004	-0.0002	-0.0075
O	2.5037	5.3704	20.7994	0.0073	0.0027	-0.015
O	-1.9231	-4.4681	23.2148	-0.0028	0.0038	-0.01
O	0.0885	-4.1107	18.5679	0.0052	0.0031	-0.0138
O	8.6802	0.314	26.5987	0.0021	-0.0021	-0.0101
O	8.5172	10.6009	23.3621	-0.002	-0.0007	-0.0089
O	-0.6261	4.3702	24.1177	0.0019	0.0061	-0.0143
O	7.4678	-3.1922	18.3673	0.0004	-0.0009	-0.006
O	11.4966	-4.6777	22.6357	0.0039	-0.0007	-0.0135
O	8.7604	-5.4216	18.84	-0.0063	-0.0003	-0.014
O	5.2597	1.9898	22.4555	0.0011	-0.0034	-0.0158
O	4.0083	3.7247	19.2123	0.0012	-0.0045	-0.0094
O	6.9533	-1.9537	24.6887	0.0055	0.0031	-0.0142
O	2.1394	8.0655	25.7153	0.0011	0.0032	-0.0049
O	9.4648	-3.7075	20.6984	0.0026	-0.0053	-0.0179
O	4.0899	0.1409	19.0118	0.0021	0.0029	-0.0147
O	13.1274	5.4447	24.8408	0.0027	-0.003	-0.0102
O	16.9197	-1.3739	27.108	-0.0026	-0.0028	-0.0168
O	11.1866	11.8338	27.144	0.0005	-0.0037	-0.0152
O	12.3531	5.9729	27.2727	0.0037	0.0086	-0.0135
O	-3.2665	8.4318	22.1631	0.0004	-0.0042	-0.0103
O	19.2654	3.9065	25.8853	0.0015	0.0004	-0.0052
O	2.5785	1.0411	23.1057	-0.0038	-0.0039	-0.0138
O	1.6284	3.8898	22.6802	-0.004	0.0025	-0.0152
O	6.0021	-0.4553	22.706	-0.0066	0.0024	-0.0084
O	2.7107	-0.0164	25.4969	-0.0014	0.0015	-0.0041
O	4.88	-0.8023	29.3731	0.0023	-0.0032	-0.0129
O	5.9823	-6.2924	26.7513	-0.0014	-0.0055	-0.0071
O	5.357	6.1947	28.7705	0.0038	0.0005	-0.0136
O	0.2006	0.0992	22.5464	0.0007	0.0004	-0.0082
O	2.2477	-1.4964	23.4055	-0.0027	0.0015	-0.0111
O	2.1742	10.5019	20.9343	0.0025	-0.0014	-0.0133
O	2.1441	2.7183	25.0289	0.0001	0.0016	-0.0045
O	-4.6482	11.8647	20.3121	0.003	0.0015	-0.0181
O	7.2377	0.2363	28.792	0.0026	0.0044	-0.0054
O	17.9558	8.681	29.4926	-0.0048	0.0046	-0.0126
O	6.8683	13.0748	27.1753	-0.0046	0.0031	-0.0077
O	9.1753	12.891	28.5044	-0.0057	0.0005	-0.007
O	-0.3248	10.2702	24.9953	-0.0003	-0.005	-0.0126
O	6.1061	0.6238	31.2224	0.0051	-0.0049	0.002
O	10.908	3.8812	26.6185	-0.004	-0.0037	-0.017
H	2.1755	0.4725	38.5702	-0.403	0.2351	-0.2439
H	0.5303	2.1142	38.5702	0.19	-0.3721	-0.2363
H	4.9204	3.2967	38.627	-0.1666	0.309	-0.295
H	3.2475	4.9103	38.627	0.4321	-0.25	-0.1737
H	0.5423	7.6024	38.567	0.1755	-0.3587	-0.2584
H	2.1609	5.9372	38.567	-0.4755	0.1162	-0.3101
H	3.25	10.2997	38.5324	0.3649	-0.265	-0.2581
H	4.91	8.6727	38.5324	-0.4248	0.2499	-0.2542
H	6.0332	2.1985	38.6136	0.2673	-0.2165	-0.2906
H	7.6642	0.5426	38.6136	-0.1621	0.4851	-0.2323
H	8.7305	4.8889	38.5401	0.2259	-0.2685	-0.2542
H	10.3375	3.2098	38.5401	-0.3012	0.2597	-0.3004
H	5.9609	7.6346	38.5311	0.3767	-0.3607	-0.1996
H	7.6225	6.0095	38.5311	-0.2648	0.1879	-0.2939
H	8.7022	10.3518	38.552	0.1903	-0.4561	-0.2675
H	10.3518	8.7147	38.552	-0.1935	0.3263	-0.301
H	-0.819	3.4917	5.9894	0.2109	-0.2762	0.323
H	0.8072	1.8309	5.9894	-0.3179	0.2715	0.2501
H	3.552	-0.8782	5.9777	-0.3834	0.3051	0.2239
H	1.8918	0.7486	5.9777	0.1898	-0.3612	0.2643
H	-0.8098	8.9857	5.9842	0.4389	-0.1888	0.2467
H	0.8009	7.3123	5.9842	-0.2208	0.3445	0.2285
H	1.8661	6.2153	6.0489	0.2908	-0.2386	0.3135
H	3.5554	4.6187	6.0489	-0.3295	0.287	0.1901
H	6.305	1.929	6.0213	-0.2171	0.3332	0.2256
H	4.6507	3.5617	6.0213	0.2895	-0.2946	0.2266
H	7.3887	0.8291	6.0456	0.253	-0.2659	0.2828
H	9.0066	-0.8398	6.0456	-0.2664	0.372	0.2706
H	6.2669	7.3278	5.9825	-0.313	0.2896	0.2481
H	4.6135	8.9614	5.9825	0.374	-0.2772	0.269
H	7.3489	6.2706	5.931	0.3821	-0.231	0.2265
H	8.9828	4.6187	5.931	-0.2068	0.2987	0.2543

Results
free energy: -56896.561 eV
free energy less fixed offsets of H -16.86, O -463.61, Si -117.95 eV per atom: 10.039 eV

The program warned: the exchange-correlation potential is rough where the density is thin.
